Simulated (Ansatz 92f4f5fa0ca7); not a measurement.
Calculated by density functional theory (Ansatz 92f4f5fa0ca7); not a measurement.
Periodic cell of 220 atoms, Si131O87Al1F1, from a study of silicon, its oxide and their interface. The atomic structure is a simulated model.
Doubt: the cutoff is far below the 930 eV that the study's wrapper takes by default for these files, so forces and energies are approximate.
Doubt: the program's own warning below bears on the result.

Settings: functional PBE; potential files Ansatz PAW; basis plane waves; wave-function cutoff 580 eV; density cutoff ratio 5; exchange-correlation grid ratio 1; k mesh 1 x 1 x 1, Gamma-centred; self-consistency stop 5e-08 eV per atom in the density residual; occupations fixed; spin none; net charge 0.

Cell vectors (angstrom)
a 10.938 0 0
b 0 10.938 0
c 0 0 32.6613

Atoms: element, x, y, z (angstrom)
Si -0.3702 0.3109 25.182
Si 5.7596 -0.4655 25.1173
Si 2.5078 3.0476 25.1873
Si 8.4245 2.5797 25.2249
Si 0.2956 5.2459 25.1817
Si 5.017 5.8654 25.2075
Si 2.9829 8.307 24.8819
Si 8.1018 8.3855 25.2396
Si 1.3577 1.3892 26.4456
Si 6.7662 1.3621 26.4084
Si 3.9747 4.2438 26.5933
Si 9.6265 4.1144 26.541
Si 1.399 6.9733 26.3916
Si 6.8184 6.8255 26.4747
Si 4.1246 9.5381 26.5425
Si 9.527 9.6589 26.5951
Si 2.7291 0.0151 27.8372
Si 8.1323 0.0569 27.9003
Si 0.0218 2.7253 27.8905
Si 5.4219 2.7721 27.8151
Si 2.648 5.5808 27.9228
Si 8.1969 5.4653 27.8522
Si 0.0031 8.2383 27.8379
Si 5.4748 8.1811 27.8982
Si 4.1018 1.3673 29.243
Si 9.5708 1.3673 29.243
Si 1.3673 4.1018 29.243
Si 6.8362 4.1018 29.243
Si 4.1018 6.8362 29.243
Si 9.5708 6.8362 29.243
Si 1.3673 9.5708 29.243
Si 6.8362 9.5708 29.243
Si 0 0 30.6103
Si 5.469 0 30.6103
Si 2.7345 2.7345 30.6103
Si 8.2035 2.7345 30.6103
Si 0 5.469 30.6103
Si 5.469 5.469 30.6103
Si 2.7345 8.2035 30.6103
Si 8.2035 8.2035 30.6103
Si 1.3673 1.3673 31.9775
Si 6.8362 1.3673 31.9775
Si 4.1018 4.1018 31.9775
Si 9.5708 4.1018 31.9775
Si 1.3673 6.8362 31.9775
Si 6.8362 6.8362 31.9775
Si 4.1018 9.5708 31.9775
Si 9.5708 9.5708 31.9775
Si 2.7345 0 0.6835
Si 8.2035 0 0.6835
Si 0 2.7345 0.6835
Si 5.469 2.7345 0.6835
Si 2.7345 5.469 0.6835
Si 8.2035 5.469 0.6835
Si 0 8.2035 0.6835
Si 5.469 8.2035 0.6835
Si 4.1018 1.3673 2.0507
Si 9.5708 1.3673 2.0507
Si 1.3673 4.1018 2.0507
Si 6.8362 4.1018 2.0507
Si 4.1018 6.8362 2.0507
Si 9.5708 6.8362 2.0507
Si 1.3673 9.5708 2.0507
Si 6.8362 9.5708 2.0507
Si 0 0 3.418
Si 5.469 0 3.418
Si 2.7345 2.7345 3.418
Si 8.2035 2.7345 3.418
Si 0 5.469 3.418
Si 5.469 5.469 3.418
Si 2.7345 8.2035 3.418
Si 8.2035 8.2035 3.418
Si 1.3313 1.2876 4.8304
Si 6.8636 1.3058 4.7297
Si 4.082 4.1294 4.7121
Si 9.6231 4.0843 4.7869
Si 1.372 6.8695 4.8981
Si 6.927 6.767 4.7039
Si 4.0988 9.5236 4.837
Si 9.6347 9.5693 4.856
Si 2.6667 -0.0985 6.258
Si 8.2263 0.0305 6.1771
Si -0.08 2.6435 6.1947
Si 5.4483 2.7041 5.9218
Si 2.8322 5.4673 6.1948
Si 8.3026 5.4882 6.1227
Si -0.0121 8.2123 6.4075
Si 5.5768 8.0593 6.0479
Si 3.9143 1.5971 7.2999
Si 8.9901 1.7815 7.6518
Si 1.6752 3.7596 7.297
Si 6.8327 4.0566 7.1901
Si 4.7158 6.3537 7.4595
Si 9.3108 6.9961 7.7368
Si 1.2986 9.5879 7.8837
Si 7.1403 9.2316 7.3569
O 1.358 4.0943 24.5822
O 6.9808 9.4522 24.656
O 2.8449 2.7244 7.8996
O 8.1679 8.1468 8.1081
O 5.7489 5.1121 7.99
O -2.2135 2.2907 18.7897
O 4.093 7.0816 24.4684
O 9.5 1.4657 24.5982
O 2.1275 8.486 8.8122
O 0.9099 4.2761 8.6623
O 9.3433 1.1242 9.1423
O 6.4399 9.9779 8.6299
O 4.6664 1.0677 8.6601
O 4.4245 7.2021 8.834
O 7.8238 2.9557 8.0405
O 9.7201 6.3876 9.2499
O 3.265 2.4003 23.8695
O 5.011 -0.3285 23.6481
O 7.8254 3.4258 23.9383
O 10.6598 5.8976 23.7842
O 8.8306 7.8195 23.8727
O 0.0477 10.489 23.7942
O 5.4941 4.8039 24.0577
O 1.1045 10.5177 21.3706
Si 4.1299 6.7402 12.2047
Si 8.433 -2.3532 14.6564
Si 5.318 2.8353 13.3376
Si 6.7614 -4.0301 18.8835
Si 8.4871 -9.6387 17.5248
Si 1.7779 -3.195 18.2816
Si 0.9456 9.6163 22.7586
Si 11.7618 3.5892 10.1315
Si 5.3372 10.7851 9.4854
Si 2.6354 4.05 12.4234
Si 13.327 -5.46 16.5267
Si -1.1771 2.9824 19.8262
Si 10.922 1.2039 15.5298
Si 0.5178 -6.8292 14.5331
Si 6.5004 0.3183 12.2404
Al 0.4309 11.3016 20.1008
Si 14.3393 -6.0694 20.5928
Si 6.8006 -5.7897 11.9563
Si 5.4773 -2.0315 13.8642
Si 6.4853 3.8958 23.145
Si 9.5089 -0.0008 12.8709
Si 10.6691 0.6451 9.9782
Si 1.775 -0.3725 17.4646
Si 4.1498 -3.1847 20.4968
Si 9.1884 -4.9545 13.5284
Si 0.8967 -5.842 19.0154
Si 5.9582 2.4246 16.2604
Si 4.0674 2.2906 22.4529
Si 4.7236 -0.4778 16.3846
Si 9.9652 7.1033 22.9445
Si 7.5051 -1.483 17.4055
Si 9.4566 5.5782 10.644
Si -2.7036 5.2476 21.0775
Si 3.8633 -0.7258 22.559
Si 4.9593 4.8335 17.72
Si 14.4425 -2.6776 9.6564
O 1.6986 4.5857 17.7012
O 9.8639 -9.9188 16.7346
O 19.0019 0.6937 12.5383
O 6.0298 -1.2069 12.5633
O 2.9652 -2.9319 19.3834
O 6.0234 6.0694 17.6876
O 3.7816 -4.6094 21.2731
O 4.4529 7.7255 13.4476
O -1.1717 6.4246 12.0372
O 2.2634 3.9327 10.8447
O 14.6103 -7.412 21.455
O 4.999 1.1203 16.3198
O 5.6235 1.2576 13.2151
O 4.2071 4.8141 19.1698
O 2.5409 9.3918 23.4278
O 10.4162 4.2626 10.7667
O 16.6194 3.3977 17.5316
O 7.9072 -0.0904 18.1397
O 4.2845 -1.8459 21.4246
O 7.5071 1.9516 16.3989
O 5.6793 2.5423 22.6827
O 5.9118 -1.346 17.0806
O -3.2478 -2.8265 18.3052
O 1.4526 0.518 18.8233
F -0.8261 -0.5397 19.6972
O 7.6176 5.58 13.3062
O 7.865 5.135 10.7119
O 17.1299 -7.2736 12.2389
O 5.7001 3.2465 14.869
O 9.9965 -6.2029 14.1936
O -1.817 -1.4752 13.4585
O 3.2538 7.556 11.1002
O 1.5083 -5.7146 15.1963
O 14.6798 3.0004 12.9752
O 11.3196 -8.1557 15.453
O 9.2655 -3.7527 14.6227
O 6.8405 -2.6779 14.4745
O 9.2299 6.3887 21.6783
O -0.5684 0.7601 14.0449
O 0.15 8.2028 22.4682
O 1.7857 4.8261 20.3494
O 7.7211 -5.1021 19.6506
O 5.6268 -3.3698 19.8447
O 2.3964 -3.8816 16.9329
O 1.0753 -1.815 17.8052
O 3.1866 -5.3955 12.7606
O 3.6918 0.7909 21.8505
O 10.7901 -9.0773 20.4627
O 10.4998 4.2049 19.0453
O 6.118 0.5824 10.6982
O 5.5554 -4.779 11.6248
O 12.1689 3.6889 13.1432
O -4.0258 -5.9983 21.9699
O 3.9421 5.0053 16.4451
O 8.9457 -7.1697 20.9946
O -2.4304 -1.6108 16.1035
O 3.3637 -0.6506 17.2575
O 11.6088 1.9657 10.1832
O 12.1891 0.3049 16.0625
O 4.1845 9.7172 9.9098
O 11.4593 -0.4121 9.0095
O 10.3309 -0.0317 11.4444
O 4.6255 -1.0761 14.8687
O 0.6395 6.7169 18.8897

Results
free energy: -135996.126 eV
free energy less fixed offsets of Al -1619.15, F -1619.15, O -568.88, Si -635.61 eV per atom: -0.356 eV

Forces (eV/angstrom), in the order of the atoms: element, x, y, z
Si -0.2876 0.3647 -0.1862
Si 0.3804 0.0767 0.182
Si -0.0539 -0.0594 -0.5737
Si 0.0791 -0.0683 -0.5996
Si 0.1209 -0.0582 -0.76
Si 0.3321 -0.3526 -0.139
Si 0.5225 -1.7892 1.6957
Si 0.0342 -0.0058 -0.4916
Si -0.0427 0.0263 -0.1734
Si 0.035 -0.0818 -0.2498
Si 0.0131 0.0812 -0.1996
Si 0.043 0.0219 -0.0673
Si -0.1003 -0.0459 -0.4563
Si -0.1017 0.1174 -0.2099
Si 0.1192 0.4088 -0.341
Si 0.0878 -0.0361 -0.1767
Si -0.122 0.0217 0.0379
Si -0.1396 0.0472 0.0244
Si 0.0143 -0.0358 0.0837
Si 0.0563 0.0286 0.0808
Si 0.0587 0.0682 -0.0184
Si -0.0058 -0.0321 0.0808
Si -0.0925 0.1078 0.1097
Si 0.1347 -0.2964 0.0125
Si -0.0079 0.1402 -0.3217
Si -0.0898 0.1269 0.1141
Si -0.3193 0.2093 0.2289
Si -0.0579 -0.1553 -0.2917
Si -0.0086 0.1003 0.3997
Si 0.0329 0.0274 -0.3299
Si 0.1276 0.0343 -0.194
Si -0.2064 0.1585 0.187
Si -0.06 -0.0159 -0.0386
Si 0.0359 -0.0953 -0.0041
Si 0.1128 0.0874 -0.0379
Si 0.0483 0.0063 0.0026
Si -0.0018 -0.1572 0.0234
Si -0.0402 -0.0586 -0.0292
Si 0.1269 0.0316 0.0299
Si 0.0299 0.0346 -0.0394
Si -0.0454 0.041 -0.028
Si -0.0285 0.0023 -0.036
Si 0.0324 -0.0205 0.0026
Si -0.0721 0.0661 -0.0008
Si -0.0328 0.0373 -0.0439
Si -0.0186 -0.0342 -0.0213
Si -0.0512 0.0755 -0.0147
Si 0.0097 0.0046 0.0057
Si 0.0513 -0.0328 0.0221
Si -0.0261 0.0262 0.0216
Si -0.0132 0.0165 0.0091
Si 0.0625 0.0018 0.0232
Si 0.0307 -0.0501 0.0095
Si 0.013 -0.0592 0.047
Si 0.0564 -0.089 0.0073
Si 0.0161 0.0243 -0.0018
Si -0.0804 -0.0501 0.0368
Si -0.0232 0.0169 0.0265
Si 0.0061 -0.0162 0.0218
Si -0.1156 -0.0032 -0.024
Si 0.055 -0.0085 0.0246
Si 0.0716 0.1699 0.0022
Si -0.08 0.0655 0.0043
Si -0.0554 -0.0441 0.0127
Si 0.084 -0.3739 -0.1064
Si -0.2608 -0.446 -0.0303
Si -0.4533 -0.2718 0.1141
Si 0.1524 0.0729 -0.0177
Si 0.3602 0.201 0.338
Si 0.1716 -0.0787 -0.574
Si -0.1622 -0.0483 0.3542
Si 0.5166 0.3109 -0.0223
Si 0.0422 0.0351 -0.1005
Si -0.0067 -0.0485 -0.0655
Si -0.0442 0.0567 -0.1377
Si 0.0469 -0.0631 -0.0972
Si -0.001 -0.0287 -0.0009
Si 0.0122 0.0503 -0.1115
Si 0.0949 0.0161 -0.0028
Si -0.0829 -0.0085 -0.0007
Si 0.0029 -0.0269 0.1312
Si -0.1134 -0.0247 0.0714
Si -0.0884 0.0361 0.191
Si -0.0418 -0.1031 0.1543
Si 0.1247 0.0466 0.1312
Si 0.1197 0.065 0.21
Si 0.0086 -0.0339 0.0099
Si 0.0343 0.0162 0.1498
Si -0.0314 0.056 0.6958
Si -0.0648 0.0238 0.4406
Si -0.0217 -0.0787 0.5867
Si -0.1865 -0.0065 0.5631
Si 0.0731 -0.1999 0.446
Si -0.101 -0.1435 0.5572
Si 0.0786 -0.0231 0.3334
Si -0.1101 0.1339 0.5189
O -0.0041 0.198 0.741
O -0.2688 0.2703 0.4727
O -0.1578 -0.0489 -0.7682
O -0.0199 0.153 -0.6336
O 0.0807 0.071 -0.6353
O -0.5257 0.0571 -0.4585
O -0.5389 0.5747 0.1622
O 0.1226 -0.1683 0.7669
O -0.1782 0.1611 -0.4009
O 0.0691 0.0804 -0.5089
O -0.1957 0.1634 -0.4814
O 0.0773 -0.0736 -0.2466
O -0.0461 -0.0099 -0.3676
O 0.0175 -0.0654 -0.2283
O 0.2157 -0.0338 -0.6038
O 0.0031 0.3228 -0.869
O -0.1794 0.0003 0.5648
O -0.7402 -0.4741 0.1031
O 0.0374 -0.1507 0.5066
O 0.1464 -0.0447 0.52
O -0.0586 0.0874 0.4648
O 0.8761 -0.5091 0.4412
O -0.1729 0.218 0.2433
O 2.5202 -3.8483 6.0999
Si 0.1271 -0.2459 0.4355
Si -0.0208 0.0951 0.2588
Si -0.0553 0.0275 0.1924
Si 0.2718 -0.0606 -0.234
Si 0.5777 0.1451 0.6597
Si -0.6115 0.5475 -0.2521
Si -2.5729 1.8123 -3.7532
Si 0.1968 0.0324 0.7231
Si 0.1489 0.1861 0.2444
Si 0.0618 -0.0201 0.4575
Si -0.1187 -0.0294 0.3102
Si 1.7145 -1.842 0.674
Si 0.2212 -0.2818 0.7074
Si 0.0669 -0.1506 0.2967
Si 0.0377 -0.0478 0.6318
Al -0.502 0.6528 -1.099
Si -0.5363 0.0295 -0.81
Si -0.1892 -0.0874 0.3648
Si 0.0012 0.076 0.2553
Si 0.2134 0.1903 -0.721
Si -0.1249 0.0302 0.721
Si 0.1569 0.1222 0.5021
Si -0.7097 1.4643 2.03
Si -0.2515 -0.981 -1.3893
Si 0.0603 -0.0347 0.3733
Si -0.4861 -0.3333 -0.0797
Si 0.1623 -0.1517 0.1154
Si -0.0903 0.7028 -0.6958
Si -0.4047 -0.0452 0.3336
Si -0.4963 -0.4693 -0.5469
Si 0.1887 0.244 0.206
Si -0.2561 -0.0907 0.6958
Si 0.3748 -0.7484 -0.8919
Si 1.5044 1.3502 -2.4384
Si -0.0368 -0.0576 -0.1012
Si 0.0155 -0.1895 0.5083
O 0.1751 0.067 -0.1211
O -0.0747 0.0126 -0.319
O -0.0317 -0.0073 -0.1824
O 0.0306 0.0652 -0.2093
O 0.5535 -0.0318 0.5944
O -0.0107 0.0674 0.0101
O 0.1007 0.2493 0.3995
O -0.0396 -0.0357 -0.161
O -0.0036 -0.0525 -0.3354
O -0.2113 -0.027 -0.3398
O 0.1888 -0.4205 0.5657
O 0.0419 0.0927 -0.0441
O 0.0255 -0.0762 -0.1422
O -0.004 0.02 0.2648
O 0.4153 -0.2631 0.3076
O 0.026 -0.0622 -0.2283
O -0.0308 0.0332 0.0111
O -0.2721 -0.1805 -0.1562
O -0.6114 0.9146 1.7104
O -0.2452 0.0814 -0.2357
O 0.0294 -0.1155 0.2786
O -0.0116 -0.0422 -0.0173
O -0.1175 -0.1059 0.0155
O 2.7837 -0.3888 -4.0698
F -2.5012 -1.9909 -0.626
O 0.0066 0.0151 -0.1166
O 0.1727 0.0048 -0.3038
O 0.1016 0.0933 -0.1441
O -0.0188 0.06 -0.1606
O -0.09 0.0842 -0.1518
O 0.0614 0.0385 -0.1577
O -0.0423 0.2043 -0.4507
O -0.0284 0.025 -0.1571
O -0.0378 0.0214 -0.1221
O -0.0066 0.2157 -0.1587
O -0.0293 -0.0635 -0.1488
O -0.0013 -0.0386 -0.0737
O 0.3558 0.5182 0.6195
O -0.1513 -0.1053 -0.4917
O 0.8458 0.1569 0.6254
O 0.4549 0.1328 0.297
O -0.0797 0.0702 0.2619
O -0.3149 0.2375 0.3977
O 0.1686 -0.1548 -0.131
O 0.1146 -0.7201 -0.1875
O 0.0426 0.0857 -0.1625
O -0.0755 -0.8601 0.6538
O -2.1444 4.3819 0.4036
O 0.0886 0.599 -0.2027
O -0.123 -0.0755 -0.5048
O -0.0205 0.0552 -0.1504
O 0.0436 -0.0033 -0.2779
O -0.4378 -0.1242 0.5785
O 0.0295 0.0296 -0.0328
O -0.6421 0.8682 0.4194
O -0.0258 -0.0895 -0.1903
O 0.795 -0.2251 -0.4452
O -0.0484 -0.1336 -0.1461
O -0.182 0.0909 -0.6811
O 0.0219 0.0161 -0.0289
O 0.1673 -0.2673 -0.4814
O 0.1462 0.147 -0.5821
O 0.0899 -0.0829 -0.2052
O 0.1474 -0.0228 0.0592

The program warned: the cutoff lies below the one the program advises for these potential files; the model core charge is not resolved on the grid; the exchange-correlation potential is rough where the density is thin.
